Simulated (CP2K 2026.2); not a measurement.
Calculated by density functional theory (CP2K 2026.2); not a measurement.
Periodic cell of 504 atoms, Si360O144, from a study of silicon, its oxide and their interface. The atomic structure is a simulated model.
Doubt: the forces sum to 2.36 eV/angstrom along one axis rather than to zero, so they err by at least 0.0047 eV/angstrom per atom on average; the grid cutoff is modest.

Settings
functional: PBE
method: Gaussian and plane waves
basis set: DZVP-MOLOPT-SR-GTH
pseudopotentials: GTH-PBE
grid cutoff: 350 Ry, relative cutoff 50 Ry
k points: Gamma only
occupations: fixed
spin: none
net charge: 0

Cell vectors (angstrom)
a	16.32	0	0
b	0	16.32	0
c	-1.8543	-5.2999	33.9042

Atoms and the computed forces on them: element, x, y, z (angstrom), force x, y, z (eV/angstrom)
Si	1.632	14.67	0.118	-0.032	0.146	0.814
Si	1.945	-3.513	33.673	0.238	-0.375	0.752
Si	-0.446	-1.4	33.879	-0.141	0.227	0.693
Si	2.251	1.511	33.799	-0.037	-0.085	0.749
Si	-1.028	4.77	33.731	0.156	-0.181	0.712
Si	3.901	12.541	0.105	-0.011	-0.172	0.754
Si	7.059	14.799	0.37	-0.077	0.011	0.682
Si	9.425	1.489	0.106	0.054	-0.088	0.735
Si	5.352	-1.57	33.726	-0.177	0.18	0.756
Si	9.272	7.206	0.028	0.028	-0.243	0.749
Si	6.856	9.239	0.042	0.016	0.237	0.655
Si	9.221	12.532	0.241	0.086	-0.141	0.801
Si	12.752	14.492	0.102	-0.165	-0.011	0.719
Si	14.713	1.477	0.163	0.125	-0.088	0.759
Si	12.529	3.749	0.074	-0.156	0.162	0.729
Si	14.566	7.051	0.051	0.248	-0.08	0.745
Si	12.418	9.295	0.231	-0.043	0.084	0.79
Si	14.954	12.25	0.356	0.033	-0.011	0.468
Si	2.791	0.073	1.201	0.024	0.051	-0.064
Si	5.476	2.759	1.156	-0.003	-0.008	-0.039
Si	2.653	5.491	1.211	0.008	0.004	-0.05
Si	5.44	8.022	1.4	-0.064	0.032	-0.035
Si	2.622	10.91	1.225	0.044	-0.04	-0.064
Si	5.413	13.633	1.518	-0.023	0.002	-0.038
Si	8.269	0.034	1.544	0.014	0.063	-0.054
Si	10.931	2.683	1.418	0.003	-0.003	-0.045
Si	8.228	5.409	1.183	0.007	0.006	-0.041
Si	10.809	8.191	1.496	0.017	-0.005	-0.044
Si	8.029	10.867	1.362	-0.001	-0.067	-0.018
Si	10.96	13.584	1.408	-0.006	0.014	-0.018
Si	13.654	-0.13	1.475	-0.017	0.016	-0.02
Si	-0.036	2.713	1.377	0	-0.006	-0.016
Si	13.542	5.426	1.384	-0.014	-0.005	-0.044
Si	16.228	8.292	1.199	0.049	-0.052	-0.061
Si	13.577	10.832	1.563	-0.007	-0.011	-0.056
Si	0.09	13.607	1.547	0.027	0.004	-0.046
Si	1.391	1.349	2.657	-0.004	-0.047	0.025
Si	4.097	4.13	2.566	0.008	-0.001	0.007
Si	1.307	6.885	2.561	-0.041	0.01	0.005
Si	4.008	9.494	2.594	-0.006	0.041	0.014
Si	1.419	12.192	2.813	0.008	-0.017	0.046
Si	4.071	15.083	2.737	-0.019	0.009	0.037
Si	6.752	1.409	2.687	-0.017	-0.007	0.034
Si	9.552	4.112	2.682	0.007	0.018	0.016
Si	6.849	6.687	2.685	0.046	-0.027	0.006
Si	9.453	9.587	2.778	-0.001	0.035	-0.003
Si	6.737	12.195	2.798	0.012	0.025	0.032
Si	9.651	14.972	2.82	-0.016	-0.015	0.007
Si	12.246	1.27	2.769	-0.015	-0.01	0.023
Si	14.961	4.111	2.732	-0.015	0.005	0.015
Si	12.163	6.744	2.773	0.01	0.015	0.022
Si	14.978	9.476	2.812	0.004	0.002	0.049
Si	12.205	12.216	2.842	0	0	0.007
Si	15.048	14.967	2.869	0.018	-0.007	0.019
Si	0.077	0.042	4.138	0.04	0.002	0.006
Si	2.757	2.749	3.979	0.016	0	-0.039
Si	0.013	5.502	4.019	0.007	0.014	-0.008
Si	2.681	8.161	4.004	-0.003	-0.003	0.003
Si	0.019	10.851	4.148	0.026	-0.003	-0.018
Si	2.751	13.641	4.098	-0.028	0.021	-0.03
Si	5.445	0.059	4.106	0.021	-0.005	-0.003
Si	8.142	2.763	4.032	-0.002	0	-0.033
Si	5.437	5.404	4.04	-0.01	0	-0.002
Si	8.137	8.125	4.066	0.01	-0.016	-0.017
Si	5.355	10.821	4.069	-0.009	-0.012	-0.01
Si	8.179	13.585	4.08	0.018	-0.008	-0.023
Si	10.92	0.001	4.211	0.005	0.01	0.013
Si	13.613	2.703	4.072	0.002	-0.007	-0.031
Si	10.847	5.411	4.142	-0.015	-0.012	0.015
Si	13.577	8.109	4.105	-0.027	0.015	-0.028
Si	10.832	10.882	4.174	-0.024	-0.001	0.002
Si	13.621	13.586	4.147	-0.01	0.014	-0.033
Si	1.336	-1.357	16.311	-0.001	-0.008	-0.003
Si	4.082	1.347	16.299	-0.018	0.002	-0.005
Si	1.355	4.098	16.329	-0.005	0.009	0.006
Si	4.044	6.805	16.28	-0.006	0.008	-0.01
Si	1.372	9.539	16.355	0.019	-0.008	0.009
Si	4.08	12.226	16.325	0.004	-0.007	0.006
Si	6.775	-1.388	16.322	-0.012	0.015	0.008
Si	9.531	1.32	16.277	-0.003	-0.005	-0.004
Si	6.802	4.06	16.257	-0.003	-0.006	0.006
Si	9.53	6.8	16.296	0.004	-0.003	0.001
Si	6.801	9.516	16.296	0.015	-0.002	0.002
Si	9.513	12.228	16.309	-0.007	-0.002	0.005
Si	12.253	-1.344	16.344	-0.005	0.016	0.002
Si	14.962	1.357	16.343	-0.001	-0.005	0.013
Si	12.254	4.085	16.309	0.011	0.004	0.011
Si	14.98	6.805	16.307	0	0	-0.004
Si	12.245	9.544	16.311	0.003	0.005	0.008
Si	14.949	12.254	16.339	-0.004	0.014	0.001
Si	2.725	-0.024	17.646	-0.009	0.002	0.017
Si	5.428	2.739	17.631	0.025	-0.015	0.003
Si	2.723	5.458	17.689	0	0.006	0.01
Si	5.392	8.174	17.608	-0.012	0.001	0.015
Si	2.731	10.91	17.732	-0.011	-0.006	0.045
Si	5.443	13.546	17.708	0.007	0.014	0.016
Si	8.141	-0.006	17.635	0.019	-0.01	0.015
Si	10.915	2.659	17.62	-0.022	0.005	-0.011
Si	8.205	5.364	17.604	0.017	0.015	0.014
Si	10.856	8.208	17.651	0.011	-0.008	-0.012
Si	8.155	10.866	17.676	-0.003	-0.012	0.004
Si	10.876	-2.728	17.654	0.02	-0.013	0.027
Si	13.62	0.004	17.744	0.002	0.001	0.006
Si	-0.013	2.748	17.685	0.004	0.006	0.03
Si	13.602	5.474	17.663	-0.005	-0.015	0.011
Si	0.028	8.138	17.685	-0.031	-0.003	0.012
Si	13.592	10.894	17.7	-0.021	0.027	0.022
Si	-0.037	-2.679	17.699	0.014	0.004	-0.018
Si	1.395	1.373	18.982	-0.011	0.014	-0.035
Si	4.084	4.08	19.026	0.002	0.001	-0.005
Si	1.402	6.818	19.09	-0.004	0.023	-0.001
Si	4.12	9.532	19.078	0.027	-0.014	-0.033
Si	1.335	12.32	19.051	0.022	-0.005	-0.022
Si	4.05	-1.41	19.023	-0.004	-0.011	-0.023
Si	6.802	1.4	18.967	-0.003	0.03	-0.036
Si	9.558	3.962	18.976	-0.047	0	-0.007
Si	6.763	6.731	18.824	0.008	-0.022	-0.046
Si	9.518	9.548	19.061	0.032	-0.003	0.008
Si	6.797	12.162	19.086	-0.038	0.018	-0.001
Si	9.467	-1.403	18.978	-0.042	0.001	-0.017
Si	12.262	1.397	19.078	0.033	0.019	0.022
Si	14.946	4.134	19.053	0.001	-0.004	-0.024
Si	12.209	6.849	18.977	-0.001	0.004	-0.025
Si	14.971	9.496	19.009	-0.005	-0.02	-0.022
Si	12.23	12.276	19.066	-0.026	-0.009	-0.013
Si	14.948	-1.364	19.146	0.009	-0.009	0.007
Si	0.028	0.081	20.388	-0.016	-0.009	0.036
Si	2.756	2.702	20.382	-0.009	-0.006	0.049
Si	0.037	5.459	20.433	0.01	-0.024	0.028
Si	2.773	8.176	20.461	-0.023	0.018	0.052
Si	0.017	10.87	20.339	0.024	0.004	0.039
Si	2.669	-2.67	20.489	-0.023	0.024	0.033
Si	5.448	0.004	20.25	-0.019	0.008	0.023
Si	8.177	2.668	20.405	0.04	-0.024	0.039
Si	5.52	5.414	20.306	0.01	-0.005	0.059
Si	8.071	8.07	20.166	-0.01	0.042	0.039
Si	5.488	10.838	20.541	-0.009	-0.025	0.073
Si	8.141	-2.781	20.406	0.036	0.004	0.033
Si	10.855	-0.038	20.285	0.002	0.004	0.022
Si	13.562	2.824	20.479	-0.013	0.027	0.07
Si	10.893	5.388	20.257	0.046	-0.056	0.023
Si	13.547	8.2	20.368	-0.008	0.023	0.033
Si	10.839	10.955	20.466	-0.026	0.008	0.041
Si	13.577	-2.733	20.533	0.011	0.004	0.061
Si	1.628	-0.925	21.773	-0.099	-0.337	-0.705
Si	4.001	1.151	21.654	0.116	0.253	-0.763
Si	1.167	3.805	21.701	0.099	0.228	-0.799
Si	4.424	6.968	21.639	-0.211	-0.021	-0.766
Si	1.628	9.841	21.698	-0.057	-0.255	-0.818
Si	3.846	12.058	21.762	0.222	0.112	-0.822
Si	6.922	-1.187	21.583	-0.183	-0.266	-0.703
Si	9.263	0.962	21.636	0.178	0.371	-0.704
Si	7.041	4.267	21.706	-0.09	-0.168	-0.705
Si	9.204	6.475	21.393	-0.026	-0.079	-0.717
Si	6.672	9.105	21.71	0.008	0.265	-0.727
Si	9.724	12.546	21.853	-0.158	-0.204	-0.747
Si	11.908	-1.517	21.723	0.268	-0.007	-0.683
Si	-1.111	1.683	21.672	-0.104	-0.122	-0.842
Si	12.485	4.528	21.775	-0.189	-0.364	-0.745
Si	14.785	6.705	21.656	0.187	0.13	-0.74
Si	12.42	9.784	21.721	-0.112	-0.191	-0.774
Si	14.755	11.886	21.719	0.079	0.216	-0.733
Si	-1.306	-2.842	24.136	0.067	-0.061	0.038
Si	1.088	-1.418	24.824	0.059	0.185	-0.022
Si	13.826	5.601	26.507	-0.037	0.012	-0.028
Si	2.308	9.741	29.567	0.122	-0.06	-0.096
Si	-1.488	6.645	28.831	-0.022	-0.05	-0.001
Si	3.785	5.73	31.808	-0.111	-0.049	-0.001
Si	4.526	2.182	29.562	0.117	-0.137	0.095
Si	7.035	3.744	30.169	0.065	0.079	0.058
Si	10.169	0.164	26.888	0.01	-0.033	-0.042
Si	2.311	-2.965	30.664	-0.171	0.026	0.163
Si	7.978	8.911	30.012	-0.018	0.098	0.086
Si	12.899	-3.282	26.312	0.036	0.057	0.041
Si	8.192	12.03	24.607	0.158	0.042	-0.149
Si	2.303	0.433	26.853	-0.045	-0.062	0.011
Si	11.605	5.407	24.515	0.036	-0.081	-0.174
Si	3.219	6.806	29.122	0.053	-0.019	0.175
Si	9.895	-2.906	26.782	0.07	0.021	0.029
Si	1.554	2.391	29.032	-0.045	-0.105	-0.016
Si	14.239	10.58	27.662	0.14	-0.017	0.084
Si	4.641	10.216	31.466	0.001	0.023	0.043
Si	8.621	1.454	31.02	-0.038	0.038	0.134
Si	8.745	4.6	25.366	-0.042	-0.007	-0.007
Si	-1.738	0.537	31.927	-0.14	-0.058	0.008
Si	14.218	10.704	31.855	0.037	-0.051	0.096
Si	13.145	8.638	29.951	-0.047	0.074	-0.01
Si	6.439	11.392	29.438	0.016	-0.028	0.096
Si	13.247	-0.357	26.644	-0.136	-0.069	0.016
Si	8.763	1.601	24.415	0.065	-0.138	0.027
Si	10.797	8.065	23.664	-0.021	0.036	-0.004
Si	4.499	2.521	26.663	-0.017	-0.134	-0.076
Si	3.601	-2.163	26.119	0.073	0.198	0.023
Si	2.565	5.665	23.674	0.066	0.001	-0.107
Si	0.311	2.808	31.964	0.049	0.186	-0.066
Si	8.421	5.522	28.014	0.074	0.031	0.123
Si	3.848	5.551	26.492	0.168	0.035	-0.073
Si	6.75	6.686	25.907	0.026	-0.078	0.002
Si	9.186	-3.771	29.618	-0.044	-0.046	-0.091
Si	8.092	9.122	24.532	0.033	-0.128	-0.18
Si	3.675	-0.265	31.486	0.039	-0.028	-0.011
Si	5.669	7.417	30.459	-0.107	-0.046	-0.016
Si	8.855	5.575	31.975	-0.024	-0.072	-0.019
Si	10.27	7.227	29.693	0.026	-0.047	0.011
Si	13.822	-0.264	23.606	-0.258	0.063	-0.064
Si	9.166	10.669	31.911	0.007	0.11	0.23
Si	-1.001	8.089	26.328	-0.118	-0.036	0.093
Si	-0.707	3.989	28.186	-0.075	0.061	-0.105
Si	5.956	2.254	23.867	-0.03	0.083	-0.181
Si	13.919	1.433	29.057	-0.007	0.002	0.02
Si	0.391	7.954	23.713	-0.094	-0.007	-0.079
Si	10.965	1.164	29.59	0.025	-0.045	-0.042
Si	3.787	-4.347	28.312	-0.089	-0.02	0.06
Si	-0.077	11.575	29.713	0.15	0.158	-0.035
Si	5.559	-2.767	23.91	-0.03	0.095	-0.094
Si	9.906	-1.025	30.968	0.06	-0.013	0.095
Si	1.386	14.962	5.481	0.004	-0.006	0.005
Si	4.07	1.409	5.43	0	0	-0.008
Si	1.385	4.11	5.358	0.015	-0.002	-0.013
Si	4.066	6.798	5.367	-0.006	0.022	-0.008
Si	1.38	9.489	5.462	-0.005	0.006	-0.004
Si	4.084	12.245	5.445	-0.014	0.006	-0.008
Si	6.813	14.972	5.423	0.001	0.004	-0.025
Si	9.491	1.392	5.44	-0.022	0.006	-0.002
Si	6.79	4.08	5.435	0.012	-0.008	-0.014
Si	9.498	6.802	5.464	0.003	0.011	0.001
Si	6.75	9.475	5.419	0.015	0.013	-0.015
Si	9.491	12.249	5.505	0.006	0.025	-0.001
Si	12.281	14.949	5.522	0.01	-0.005	-0.004
Si	14.992	1.386	5.456	-0.019	0.004	-0.007
Si	12.24	4.046	5.45	-0.007	-0.016	-0.006
Si	14.963	6.781	5.45	-0.007	-0.005	-0.009
Si	12.228	9.494	5.461	0.012	-0.009	0.001
Si	14.973	12.219	5.488	-0.002	-0.006	0.005
Si	2.741	0.024	6.806	0.003	-0.004	0.003
Si	5.439	2.73	6.805	0	-0.003	0.014
Si	2.726	5.445	6.758	0.006	-0.009	-0.002
Si	5.405	8.133	6.786	0.005	-0.001	0.006
Si	2.722	10.884	6.805	-0.02	-0.002	0.001
Si	5.457	13.603	6.791	0.022	-0.019	-0.008
Si	8.155	0.01	6.8	-0.003	0.001	-0.004
Si	10.867	2.716	6.815	0.001	0.014	-0.003
Si	8.138	5.439	6.807	-0.01	0.015	0.01
Si	10.871	8.146	6.822	-0.012	-0.012	-0.002
Si	8.117	10.85	6.795	-0.001	0.01	-0.007
Si	10.881	13.598	6.845	-0.008	-0.004	0.003
Si	13.641	0.016	6.832	0.003	-0.014	0.002
Si	0.034	2.763	6.775	-0.012	-0.004	-0.001
Si	13.603	5.418	6.802	0.018	-0.007	0
Si	-0.001	8.145	6.81	0.005	0.005	0
Si	13.593	10.859	6.821	0.001	0.01	-0.012
Si	0.009	13.601	6.825	-0.005	0.012	-0.003
Si	1.367	1.381	8.15	0.009	-0.008	0
Si	4.076	4.094	8.147	0.01	0.005	0.002
Si	1.368	6.786	8.148	-0.009	-0.002	0.004
Si	4.075	9.515	8.156	0.016	0.011	0.001
Si	1.364	12.236	8.173	-0.007	-0.007	0.003
Si	4.095	14.966	8.153	-0.007	0.013	0.004
Si	6.792	1.361	8.162	-0.01	-0.012	0
Si	9.511	4.085	8.165	0.001	-0.004	-0.002
Si	6.777	6.795	8.16	0.004	-0.005	0.006
Si	9.501	9.513	8.161	0.012	-0.009	0
Si	6.792	12.232	8.161	0.002	0.007	0.003
Si	9.516	14.973	8.172	0.007	0.008	0.002
Si	12.243	1.361	8.167	-0.008	-0.008	-0.003
Si	14.977	4.08	8.16	-0.005	0.008	0.002
Si	12.243	6.785	8.163	-0.008	0.015	-0.003
Si	14.963	9.508	8.172	-0.003	-0.004	0.003
Si	12.241	12.226	8.182	-0.002	0	0.003
Si	14.978	14.963	8.186	-0.002	0	0.005
Si	0.018	0.014	9.523	-0.014	0	0.001
Si	2.724	2.731	9.515	0.001	0.005	-0.001
Si	0.007	5.442	9.52	0.004	0	0.005
Si	2.715	8.155	9.513	-0.008	0.002	-0.001
Si	-0.001	10.878	9.527	-0.004	0.011	0
Si	2.727	13.607	9.516	0.001	-0.003	-0.007
Si	5.441	-0.001	9.525	0.024	-0.009	0.002
Si	8.156	2.718	9.52	0.003	-0.003	0.002
Si	5.43	5.437	9.524	-0.007	0.007	0.011
Si	8.146	8.152	9.518	-0.008	0.005	0
Si	5.431	10.876	9.519	0.002	-0.003	0.005
Si	8.157	13.594	9.516	0.003	-0.012	-0.004
Si	10.885	0.003	9.527	0.003	-0.003	0.003
Si	13.609	2.722	9.517	0.008	-0.003	-0.002
Si	10.879	5.436	9.524	-0.002	-0.002	0
Si	13.598	8.151	9.524	0.004	-0.01	0
Si	10.87	10.868	9.525	-0.007	0.006	-0.001
Si	13.605	13.597	9.529	-0.002	0.009	-0.001
Si	1.367	-1.355	10.882	0.007	0.01	-0.002
Si	4.076	1.362	10.877	-0.007	-0.01	-0.001
Si	1.363	4.083	10.88	-0.01	-0.006	-0.002
Si	4.073	6.801	10.878	0.013	-0.001	-0.005
Si	1.359	9.516	10.878	-0.003	-0.006	0.003
Si	4.075	12.239	10.878	0.001	-0.002	-0.002
Si	6.799	-1.368	10.877	-0.004	0.001	-0.002
Si	9.523	1.362	10.881	-0.002	0.002	-0.001
Si	6.793	4.073	10.88	0.001	0.003	-0.003
Si	9.516	6.797	10.877	0.008	0.002	-0.003
Si	6.794	9.52	10.877	0.005	0.008	0
Si	9.516	12.235	10.878	0.014	0.008	0.005
Si	12.241	-1.362	10.882	-0.012	-0.002	0.006
Si	14.965	1.361	10.878	-0.005	-0.011	0
Si	12.248	4.08	10.878	-0.003	0.006	0
Si	14.963	6.798	10.88	0.005	0.009	0.002
Si	12.24	9.517	10.884	-0.007	-0.011	-0.002
Si	14.964	12.24	10.889	-0.001	-0.003	0.001
Si	2.718	0.005	12.244	0.003	-0.005	0.003
Si	5.436	2.712	12.241	0.006	-0.002	0.003
Si	2.717	5.444	12.241	0	0.01	0.002
Si	5.432	8.163	12.232	-0.004	-0.001	-0.004
Si	2.714	10.881	12.239	-0.007	0.003	0.001
Si	5.433	13.597	12.237	0.007	-0.001	0.003
Si	8.167	-0.013	12.23	0.004	-0.005	-0.001
Si	10.887	2.72	12.236	0.009	-0.004	-0.001
Si	8.158	5.434	12.234	0	0	-0.002
Si	10.881	8.154	12.238	-0.008	0.001	0
Si	8.156	10.877	12.237	-0.003	-0.005	-0.004
Si	10.88	13.593	12.234	-0.005	-0.005	-0.005
Si	13.605	0	12.236	0.005	0.001	-0.007
Si	0.003	2.722	12.236	0.001	0.001	-0.003
Si	13.608	5.437	12.241	-0.003	0.005	-0.003
Si	-0.008	8.168	12.238	-0.005	-0.008	-0.006
Si	13.6	10.884	12.247	0.006	0.011	0.004
Si	0.005	13.603	12.245	-0.008	0.002	-0.001
Si	1.357	1.367	13.602	-0.016	0	-0.004
Si	4.073	4.077	13.596	-0.004	0.003	0.001
Si	1.35	6.809	13.59	-0.01	0.015	-0.01
Si	4.076	9.522	13.594	0.004	-0.004	-0.005
Si	1.357	12.237	13.608	0.014	-0.009	-0.002
Si	4.067	-1.369	13.599	-0.001	0.011	-0.003
Si	6.799	1.335	13.583	0.011	-0.01	-0.004
Si	9.527	4.08	13.591	-0.012	0.013	0
Si	6.793	6.8	13.581	0.002	0.007	-0.008
Si	9.519	9.515	13.591	0.01	-0.005	0
Si	6.795	12.24	13.593	-0.003	0.002	-0.001
Si	9.522	-1.375	13.594	0.01	-0.003	0.004
Si	12.249	1.36	13.594	-0.004	-0.007	0
Si	14.965	4.073	13.601	0.013	-0.008	0
Si	12.255	6.806	13.596	0.003	-0.012	-0.003
Si	14.967	9.533	13.61	-0.001	-0.01	0
Si	12.24	12.249	13.604	-0.017	0.011	-0.001
Si	14.959	-1.357	13.601	-0.009	0.009	-0.002
Si	-0.009	0.011	14.957	0.018	-0.003	-0.002
Si	2.712	2.726	14.967	0	-0.014	0.004
Si	0.006	5.442	14.948	-0.01	0.007	-0.004
Si	2.694	8.18	14.946	0	-0.02	0.002
Si	0.001	10.89	14.987	-0.01	0.009	0.002
Si	2.712	13.592	14.971	-0.014	0.01	0.001
Si	5.436	-0.02	14.948	0.008	-0.008	0.005
Si	8.168	2.693	14.925	0.003	-0.008	0.002
Si	5.432	5.447	14.939	0.015	0.014	0.001
Si	8.156	8.15	14.942	-0.014	-0.006	0.002
Si	5.438	10.881	14.95	-0.001	-0.01	0.001
Si	8.153	13.593	14.957	0.005	0.004	0.002
Si	10.901	-0.023	14.937	-0.014	0.005	-0.007
Si	13.609	2.712	14.964	-0.004	0.004	-0.002
Si	10.895	5.443	14.945	0.007	0.01	0.004
Si	13.609	8.172	14.963	0	0.001	0.001
Si	10.875	10.88	14.946	0.007	0.002	-0.002
Si	13.6	13.612	14.97	0.01	-0.008	0.005
O	4.543	10.372	33.056	-0.094	0.648	-0.006
O	-0.805	12.344	23.102	0.367	-0.099	0.316
O	6.176	-1.604	22.973	-0.209	0.145	0.264
O	9.999	7.334	22.49	-0.042	0.271	-0.139
O	2.33	8.145	29.335	-0.627	0.045	-0.119
O	5.505	8.063	22.206	-0.127	0.249	0.45
O	1.942	4.322	23.039	0.318	-0.433	0.555
O	8.171	5.403	22.114	-0.088	-0.137	0.47
O	-1.295	-4.754	30.764	-0.104	0.558	0.011
O	10.053	5.387	24.894	-0.248	0.191	0.14
O	5.446	3.36	30.241	-0.237	0.173	0.384
O	-1.327	4.474	26.754	0.341	-0.22	-0.304
O	10.827	-2.626	22.262	0.17	-0.038	0.525
O	8.009	6.662	32.785	-0.193	0.302	-0.249
O	8.406	-4.537	32.803	0.11	0.126	-0.259
O	3.441	-3.494	29.642	0.44	0.152	0.146
O	6.271	8.376	33.73	-0.012	0.088	-0.299
O	11.683	9.283	23.089	-0.127	0.314	0.429
O	7.165	9.975	29.111	-0.036	-0.098	-0.611
O	3.156	10.168	30.87	-0.298	-0.02	0.16
O	4.386	-3.55	23.121	-0.222	0.161	0.502
O	7.023	8.106	25.189	-0.268	0.31	-0.124
O	1.183	-0.089	25.777	-0.444	0.201	-0.083
O	4.737	1.606	23.035	-0.066	-0.186	0.445
O	5.488	2.507	25.391	0.301	-0.033	0.18
O	-0.461	4.211	32.274	-0.225	0.307	-0.379
O	9.817	6.144	28.566	0.501	0.02	-0.334
O	8.175	-0.215	21.932	-0.081	0.046	0.459
O	12.002	8.022	33.567	0.202	-0.097	-0.414
O	11.6	2.878	33.531	-0.092	0.034	-0.32
O	3.02	5.74	30.357	-0.445	-0.568	-0.245
O	9.799	-3.802	28.129	0.054	-0.418	0.071
O	9.694	11.302	30.515	0.719	-0.294	-0.269
O	12.582	4.956	25.726	-0.006	-0.363	0.258
O	12.382	1.85	29.318	-0.032	0.671	0.096
O	-0.655	1.613	32.429	-0.02	0.04	0.594
O	2.475	-3.698	32.123	0.492	-0.217	-0.213
O	7.566	-3.782	29.528	-0.274	0.614	-0.136
O	9.625	8.577	24.657	0.055	-0.243	0.642
O	4.793	7.213	29.123	0.283	0.024	-0.477
O	0.869	-3.426	29.99	-0.196	0.383	-0.02
O	13.687	-3.342	24.902	-0.259	-0.287	-0.157
O	3.056	2.837	29.383	0.036	0.485	0.242
O	9.701	-1.353	27.196	-0.149	-0.087	0.45
O	10.111	-0.99	32.564	-0.079	0.018	-0.223
O	11.165	-0.345	30.185	0.705	-0.397	-0.161
O	5.306	8.812	31.124	0.072	0.032	-0.038
O	-0.683	5.284	29.189	0.508	0.074	0.448
O	9.427	8.583	29.416	0.448	0.345	-0.479
O	2.621	-1.356	30.846	-0.088	0.343	-0.145
O	10.131	1.993	30.709	0.31	0.649	0.021
O	7.771	4.511	31.396	-0.1	-0.082	0.252
O	7.364	4.742	28.956	-0.565	0.033	-0.049
O	-0.588	7.564	27.817	0.555	-0.01	-0.002
O	13.169	0.984	32.578	-0.218	-0.217	-0.46
O	2.909	0.569	32.643	-0.21	0.03	-0.182
O	0.7	-2.472	33.423	0.038	-0.128	-0.434
O	12.349	-0.579	23.006	-0.344	0.271	0.242
O	3.923	6.109	22.929	0.354	-0.283	0.326
O	-1.229	-0.882	32.523	-0.156	-0.313	-0.309
O	2.433	-2.262	25.022	0.185	-0.605	-0.478
O	3.139	1.708	26.284	-0.042	0.128	-0.507
O	7.659	2.263	30.031	-0.228	-0.24	-0.607
O	13.191	9.611	31.238	-0.55	-0.082	0.31
O	13.445	9.622	28.699	-0.121	0.008	-0.01
O	7.416	5.475	25.042	-0.313	-0.194	-0.56
O	8.592	-0.123	30.651	-0.454	-0.211	-0.041
O	1.56	2.76	32.986	0.248	0.438	-0.106
O	2.941	6.205	27.665	-0.623	0.095	-0.214
O	14.134	5.925	33.413	0.173	-0.095	-0.642
O	9.852	4.725	32.892	-0.043	-0.12	-0.384
O	6.705	12.477	24.209	-0.152	-0.425	0.055
O	13.701	5.571	22.108	-0.021	-0.154	0.459
O	8.75	-3.275	25.72	-0.289	0.373	0.061
O	6.378	3.605	23.051	-0.008	0.435	0.39
O	8.101	10.559	25.262	0.048	0.088	0.608
O	8.857	4.387	26.955	0.291	-0.671	0.247
O	13.209	11.7	27.138	-0.209	-0.106	0.008
O	0.742	2.475	30.442	-0.351	-0.189	-0.187
O	14.483	0.582	30.319	0.253	-0.249	-0.076
O	4.078	4.379	32.649	-0.258	-0.244	-0.379
O	0.801	3.422	28.028	0.284	0.291	-0.321
O	4.249	4.077	26.985	-0.035	0.073	0.269
O	5.611	11.343	30.837	0.242	0.282	0.468
O	7.226	7.473	30.086	0.149	-0.624	-0.053
O	5.083	1.871	28.05	0.571	-0.197	0.005
O	2.737	10.936	22.199	-0.039	-0.001	0.445
O	14.355	7.542	30.075	0.065	-0.169	0.708
O	7.62	9.417	23	0.155	0.173	-0.081
O	-0.969	7.459	22.988	-0.41	0.193	0.191
O	13.34	-1.918	27.079	0.132	-0.076	0.452
O	14.482	1.057	22.986	-0.251	0.359	0.303
O	0.022	2.743	22.203	0.042	-0.119	0.5
O	0.803	10.223	29.86	-0.12	-0.523	0.008
O	10.083	1.073	28.223	-0.277	0.415	-0.011
O	5.376	11.681	28.27	0.226	-0.043	-0.556
O	11.816	4.379	23.267	-0.213	-0.519	0.238
O	1.503	6.837	23.449	0.116	0.111	-0.042
O	4.331	0.796	30.421	0.249	-0.237	-0.073
O	11.31	-3.189	26.058	-0.003	-0.208	-0.529
O	4.87	-1.064	32.244	0.211	0.122	-0.503
O	6.479	-2.732	33.415	0.098	-0.141	-0.52
O	5.291	6.275	31.527	0.543	-0.051	0.27
O	11.859	6.989	24.243	0.374	0.42	0.135
O	8.236	1.593	32.568	0.402	0.04	-0.151
O	-1.009	9.913	32.723	-0.177	0.15	-0.402
O	9.119	12.009	23.271	-0.11	-0.326	0.175
O	5.168	6.427	26.126	-0.031	0.395	-0.204
O	14.661	-1.574	23.192	0.168	-0.153	-0.513
O	11.792	7.761	29.784	0.134	-0.188	-0.184
O	11.723	0.125	26.468	0.114	0.104	-0.578
O	1.623	0.932	28.265	-0.398	-0.32	0.217
O	2.869	0.077	22.117	0.046	0.062	0.389
O	3.337	-0.829	27.029	0.526	0.021	0.55
O	14.716	2.809	28.828	0.105	-0.001	0.113
O	9.686	-2.489	30.419	0.165	-0.002	0.173
O	8.742	3.175	24.678	0.218	0.327	-0.292
O	13.399	-4.55	32.725	0.161	0.185	-0.415
O	0.915	8.312	33.482	-0.161	-0.112	-0.427
O	9.748	1.371	23.146	0.669	0.256	0.185
O	13.904	-0.116	25.199	0.578	0.295	-0.037
O	13.492	6.152	28.009	-0.461	0.109	0.283
O	9.268	0.778	25.702	-0.144	-0.174	0
O	0.225	8.19	25.294	0.487	0.302	0.229
O	4.995	-2.129	25.292	0.302	0.219	0.159
O	11.76	-2.712	33.576	0.095	0.188	-0.51
O	8.106	9.516	31.514	-0.204	-0.221	0.521
O	7.229	1.256	24	-0.142	-0.475	-0.18
O	10.407	9.974	32.661	0.21	0.003	-0.489
O	6.195	2.91	33.469	-0.079	0.132	-0.238
O	0.97	-1.137	23.243	-0.498	-0.103	0.022
O	14.031	0.511	27.743	0.546	-0.057	-0.307
O	-0.81	11.418	28.264	0.299	0.204	-0.396
O	2.883	5.423	25.215	-0.407	-0.312	0.134
O	9.839	6.448	31.04	0.511	0.121	0.041
O	3.463	-3.486	27.009	-0.311	-0.156	-0.023
O	2.892	6.717	32.721	-0.05	-0.123	-0.318
O	-0.184	-2.356	25.199	-0.107	-0.084	0.443
O	14.699	9.583	26.462	0.003	0.084	-0.612
O	13.614	10.804	22.184	-0.04	0.002	0.545
O	14.353	6.921	25.719	-0.261	0.123	-0.614
O	7.567	6.706	27.308	0.11	0.405	0.184
O	0.891	9.331	23.052	-0.405	0.119	0.436
O	2.939	10.582	28.316	0.102	-0.123	-0.595

Results
total energy: -101653.308 eV
total energy less fixed offsets of O -438.35, Si -107.03 eV per atom: -0.108 eV
